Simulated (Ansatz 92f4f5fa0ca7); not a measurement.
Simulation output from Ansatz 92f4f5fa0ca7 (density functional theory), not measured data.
Periodic cell of 223 atoms, Si132O90B1, from a study of silicon, its oxide and their interface. The atomic structure is a simulated model.
Doubt: the cutoff is far below the 930 eV that the study's wrapper takes by default for these files, so forces and energies are approximate.
This geometry differs little from another in the collection (a relaxation step or a small displacement).

Settings: functional PBE; potential files Ansatz PAW; basis plane waves; wave-function cutoff 580 eV; density cutoff ratio 5; exchange-correlation grid ratio 1; k mesh 1 x 1 x 1, Gamma-centred; self-consistency stop 5e-08 eV per atom in the density residual; occupations fixed; spin none; net charge -1 e, with a uniform compensating background and no finite-size correction.

Cell vectors (angstrom)
a  10.938  0  0
b  0  10.938  0
c  0  0  32.1988

Atoms and the computed forces on them: element, x, y, z (angstrom), force x, y, z (eV/angstrom)
Si  10.5797  0.2114  24.9214  0.0051  -0.0001  -0.0014
Si  5.7327  10.6751  24.7639  -0.0112  0.0168  -0.0133
Si  2.4744  2.9194  24.6647  0.0132  -0.017  -0.0127
Si  8.4196  2.4946  24.8948  -0.0073  0.011  0.0084
Si  0.2709  5.1656  24.8003  -0.0082  0.0051  -0.0179
Si  5.164  5.7583  24.751  0.0104  -0.0153  -0.0359
Si  2.9062  8.0033  24.669  -0.0084  0.0171  -0.0389
Si  7.932  8.4355  24.7783  0.0104  -0.005  -0.0174
Si  1.3342  1.378  26.0566  -0.011  0.0076  -0.0016
Si  6.8283  1.3138  26.1423  0.0111  -0.0026  -0.0056
Si  4.039  4.1059  26.0129  -0.0054  0.0035  -0.0045
Si  9.589  4.1109  26.1554  0.0108  -0.0107  0.0012
Si  1.34  6.8393  26.0745  0.0008  -0.0181  0.0006
Si  6.8107  6.8364  26.0949  -0.0018  0.0232  0.001
Si  4.1003  9.5357  26.027  0.0024  -0.0057  -0.0026
Si  9.4805  9.5242  26.2039  -0.0214  0.0013  0.0001
Si  2.7058  -0.0289  27.3659  -0.0005  0.0036  0.0101
Si  8.152  -0.0288  27.5635  0.0063  -0.0014  -0.0052
Si  0.0125  2.7244  27.498  -0.0075  -0.0016  -0.0053
Si  5.449  2.7647  27.3859  0.0026  0.0003  0.0116
Si  2.7128  5.4638  27.4457  -0.0107  -0.0015  0.0068
Si  8.3331  5.6215  27.5321  0.0663  0.0473  0.0606
Si  -0.1689  8.0297  27.549  0.0149  0.0127  0.0145
Si  5.448  8.2006  27.4652  0.0074  -0.0018  0.0014
Si  4.0743  1.3646  28.751  -0.0023  -0.0005  -0.0146
Si  9.5748  1.3521  28.8465  0.0031  0.0019  -0.0012
Si  1.3124  4.1552  28.8369  -0.0006  0.0054  -0.0173
Si  6.871  4.1478  28.7349  -0.0056  0.0021  -0.0056
Si  4.0941  6.8172  28.8115  0.0041  0.0007  0.0021
B  9.5588  6.8264  28.7624  -0.1254  -0.0257  -0.1416
Si  1.3128  9.5158  28.729  0.0017  -0.0063  -0.0085
Si  6.8362  9.494  28.881  -0.0088  -0.0005  -0.0149
Si  0.0185  -0.036  30.1601  -0.0125  0.0061  -0.0019
Si  5.4451  -0.0095  30.1523  0.0135  -0.0095  -0.0001
Si  2.7133  2.7452  30.146  -0.0058  0.006  0.0043
Si  8.1886  2.7563  30.1387  0.007  -0.0061  -0.0018
Si  -0.1836  5.6256  29.9702  0.0571  -0.042  0.0736
Si  5.4889  5.4544  30.1518  -0.0051  0.0051  0.0008
Si  2.7086  8.2093  30.1279  0.0005  -0.0086  0.0014
Si  8.3576  8.0213  29.993  0.0044  0.0118  0.0405
Si  1.3726  1.3562  31.5193  -0.0004  -0.0033  -0.0026
Si  6.8258  1.3735  31.4848  -0.0013  0.004  0.0005
Si  4.1086  4.0894  31.5058  0.0065  0.0005  -0.0006
Si  9.577  4.1533  31.4496  -0.0118  0.0073  -0.0042
Si  1.2975  6.8264  31.4175  -0.0048  0.0081  -0.0004
Si  6.8979  6.8307  31.4719  0.005  -0.0085  -0.0054
Si  4.0773  9.566  31.5107  -0.0044  0.0019  -0.0044
Si  9.5612  9.4978  31.4535  0.0029  -0.0047  -0.0004
Si  2.738  -0.0054  0.7025  0.0033  -0.0014  0.0034
Si  8.2018  -0.0237  0.6081  0.0008  -0.0004  0.0035
Si  -0.0121  2.7585  0.6384  0.0026  0.0028  0.0024
Si  5.4805  2.7258  0.6801  -0.0016  -0.0017  0.0015
Si  2.702  5.4946  0.5983  -0.004  -0.0019  0.0028
Si  8.2134  5.4478  0.6818  0.0055  0.0019  -0.0033
Si  0.0127  8.1868  0.6566  -0.0027  -0.0057  -0.0038
Si  5.4946  8.2011  0.6367  0.0008  0.0032  0.0035
Si  4.1304  1.3597  2.054  -0.0016  0.0061  -0.0028
Si  9.5584  1.3493  1.9904  -0.0055  -0.0054  -0.0019
Si  1.3733  4.1324  1.9916  0.0051  0.0052  0.0015
Si  6.8528  4.0789  2.0529  -0.006  0.0014  -0.0043
Si  4.0996  6.8287  1.9892  -0.0009  -0.0052  -0.0012
Si  9.5872  6.8299  2.0326  -0.001  0.0059  0.0039
Si  1.3758  9.5372  2.0416  -0.0071  0.0007  -0.0031
Si  6.8335  9.5954  2.0139  0.0116  -0.005  0
Si  -0.0131  -0.0257  3.3549  0.0011  -0.0054  -0.0008
Si  5.4988  0.0043  3.4523  0.0012  0.0024  0.0109
Si  2.768  2.7907  3.3388  0.0051  0.0039  -0.0091
Si  8.1977  2.6787  3.4212  -0.0041  -0.0064  0.0074
Si  0.0268  5.4734  3.4092  0.0036  0.0002  -0.0003
Si  5.4675  5.4665  3.3701  -0.0044  -0.0064  0.0053
Si  2.7785  8.1979  3.4166  0.0032  0.0031  0.0077
Si  8.2076  8.2254  3.3507  -0.0011  0.0041  -0.0005
Si  1.3873  1.3943  4.6053  -0.0047  -0.0025  -0.0097
Si  6.8514  1.3427  4.8901  0.0005  -0.0001  -0.0086
Si  4.1531  4.087  4.7787  0.0043  0.0066  -0.0091
Si  9.5798  4.0737  4.7315  -0.0005  0.001  0.0027
Si  1.4212  6.8273  4.7935  -0.0025  -0.0016  -0.0029
Si  6.8178  6.8864  4.6958  0.0039  0.0046  0.0045
Si  4.1383  9.571  4.8223  0.0016  -0.0044  -0.0028
Si  9.5555  9.5539  4.7623  -0.0044  -0.0007  -0.0038
Si  2.7442  0.1091  6.0298  0.0089  -0.0066  0.0098
Si  8.2106  -0.0661  6.2516  0.004  -0.0026  0.0058
Si  0.0296  2.6731  6.0266  -0.0057  0.0036  0.0106
Si  5.4782  2.7271  6.2662  -0.0032  -0.0056  0.0042
Si  2.8178  5.4751  6.162  0.0037  0.0004  0.0091
Si  8.17  5.4738  6.0057  -0.0014  0.0046  -0.0005
Si  0.0167  8.1887  6.1248  -0.0022  -0.0013  0.0033
Si  5.5303  8.2191  6.2149  0.0018  -0.002  0.0022
Si  3.8391  1.5696  7.5727  0.0086  -0.0126  0.0271
Si  9.8437  1.1374  7.4339  -0.0062  0.0138  0.0152
Si  1.6375  3.7949  7.2931  -0.0156  0.0053  0.0176
Si  6.6518  4.4169  7.4563  0.0108  0.0016  0.025
Si  4.4086  6.6301  7.5281  -0.0047  0.0108  0.0107
Si  9.3689  6.9404  7.3695  -0.0028  -0.0073  0.003
Si  1.1425  9.9189  7.2713  0.0092  -0.0009  0.0236
Si  7.1684  9.2183  7.6502  -0.0173  0.0056  0.0134
O  8.3135  8.0713  7.9039  0.0124  0.0044  0.0137
O  2.7185  2.7272  7.9433  0.0085  0.0043  -0.0152
O  9.5126  1.3606  24.3662  0.0015  -0.0044  -0.0327
O  4.0382  6.8662  24.1928  0.0011  0.0013  0.0229
O  0.0343  0.0256  7.9485  -0.0026  -0.0047  -0.0078
O  5.5327  5.512  8.0261  -0.007  -0.0085  -0.0027
O  6.8481  9.5707  24.2192  0.0039  -0.0159  -0.0047
O  1.3593  4.0565  24.1895  -0.0011  0.0095  -0.0039
O  3.8584  7.3836  8.9239  0.012  -0.0121  -0.0184
O  0.8421  4.3696  8.6049  0.0138  -0.019  -0.02
O  9.819  6.1528  8.7635  -0.0122  0.0083  -0.0175
O  2.1119  9.3889  8.491  -0.0131  0.0138  -0.0273
O  7.5068  3.9237  8.7886  -0.0127  0.0127  -0.0232
O  4.2722  0.9238  9.0521  -0.0175  0.0068  -0.0348
O  6.748  9.5468  9.2177  0.0055  -0.0007  -0.0454
O  9.2153  1.8538  8.7897  0.0169  -0.0157  -0.0235
O  7.7334  3.168  23.5523  0.0125  -0.0126  0.0261
O  10.5021  5.8392  23.4711  0.0168  -0.0194  0.0315
O  5.0835  0.4197  23.4103  0.017  -0.0178  0.033
O  5.8625  5.1056  23.3973  -0.0205  0.0256  0.0292
O  3.1028  2.2143  23.2876  -0.0194  0.016  0.0259
O  2.2648  8.7246  23.2893  0.0277  -0.0246  0.0312
O  8.6024  7.7442  23.4243  -0.0219  0.019  0.034
O  0.1887  10.3747  23.5863  -0.005  0.0049  0.0275
Si  4.3968  1.5785  22.5053  -0.0011  -0.0024  -0.0506
Si  3.4906  7.9325  14.0288  0.0016  0.0004  0.0027
Si  7.1226  0.964  14.6674  -0.0044  -0.0027  0.0017
Si  0.9235  9.3598  22.5732  -0.0068  0.0137  -0.0467
Si  1.1729  4.3113  11.8675  0.0055  -0.0117  0.0009
Si  6.2637  8.9696  15.3219  0.0028  0.0017  -0.0031
Si  0.6748  1.3665  12.2935  -0.0016  0  -0.0091
Si  8.6219  4.9584  20.5492  0.0078  -0.0119  -0.0222
Si  0.3282  5.7068  9.3403  0.0079  0.005  0.0299
Si  5.0954  3.1211  17.9405  0.0053  0.0062  0.0078
Si  0.8781  3.7417  16.7483  0.005  -0.0011  -0.0009
Si  10.3961  2.8416  19.2461  0.0009  -0.0037  -0.0045
Si  5.2797  1.1801  10.3275  0.006  0.0081  0.0219
Si  0.8867  0.1696  19.8844  -0.0136  0.015  -0.0131
Si  6.6478  9.4593  10.849  0.0068  -0.0115  0.0231
Si  9.3423  9.6845  18.3364  -0.0063  -0.0072  0.004
Si  9.3904  9.2476  12.5701  0.0075  -0.0041  -0.0006
Si  6.5802  3.8574  22.6415  0.005  -0.0026  -0.0431
Si  2.4411  8.0725  9.3623  -0.0046  0.0011  0.0307
Si  10.5924  7.3705  17.0874  0.0017  -0.0002  0.0058
Si  2.5127  6.2957  16.5808  -0.002  -0.0002  0.0098
Si  10.175  4.4912  14.183  -0.003  0.0043  -0.0003
Si  6.135  9.1934  18.521  0.0051  -0.0067  0.0102
Si  7.9731  2.5715  9.558  -0.0061  -0.0043  0.0307
Si  8.8758  2.1472  12.44  0.0061  -0.0064  0.0056
Si  5.3442  6.2473  18.0697  -0.0035  0.0015  0.0132
Si  3.9224  0.5678  19.4922  0.0064  -0.0045  -0.0221
Si  4.274  3.8343  12.0389  -0.003  0.0085  -0.004
Si  5.5455  6.6021  12.1326  -0.0022  -0.0068  -0.0062
Si  8.0143  2.5027  17.2297  -0.0032  0.0007  0.0047
Si  4.3587  2.4805  14.9622  -0.0003  -0.0077  0.0042
Si  1.5405  1.2109  15.2539  0.0032  -0.0033  0.005
Si  1.5734  9.4119  12.0334  -0.0116  0.0086  0.003
Si  8.0497  6.8518  13.8681  0.0018  0.0009  -0.0029
Si  10.3798  9.8368  15.4914  0.0031  -0.0016  0.0044
Si  9.801  7.0118  22.6009  0.0018  -0.0042  -0.0446
Si  8.1183  5.4847  17.4397  -0.0015  0.0031  -0.0074
O  6.0485  7.9581  11.2888  0.0049  0.0162  -0.0003
O  6.0166  9.2092  16.9003  -0.0002  0.0002  0.0022
O  7.6808  1.3676  13.1958  0.0057  0.0045  -0.0027
O  0.8921  1.7452  13.8649  -0.0036  0.0014  -0.006
O  9.4405  6.2469  16.8996  -0.0029  -0.0021  -0.0022
O  6.7646  6.2004  13.1313  -0.0085  0.0009  0.0013
O  5.1317  4.6605  18.6038  -0.0001  -0.0033  -0.0084
O  9.2232  2.1471  18.288  0.0096  0.0018  0.0001
O  2.3669  0.102  19.107  -0.0031  0.0002  0.0018
O  9.4161  10.237  16.7724  -0.0003  0.0007  0.0016
O  2.7837  4.432  11.7069  -0.0007  0.0017  0.0083
O  5.0652  10.33  19.1115  -0.0085  0.0095  -0.0027
O  9.4204  3.2473  13.4825  -0.0031  -0.0061  0.0011
O  0.4503  1.7613  19.9759  0.0043  -0.0035  -0.0055
O  3.155  1.3576  15.056  -0.0001  0.0017  0.0005
O  8.1624  5.3848  19.0511  0.0048  -0.0043  0.0195
O  3.8998  6.5973  17.3852  0.0029  -0.0001  -0.0067
O  4.5684  3.2839  16.3823  0.0004  -0.0003  -0.0002
O  9.0615  5.6683  14.3203  0.0008  -0.0002  0.0036
O  5.4674  2.7627  22.1799  0.0013  0.0032  0.0057
O  10.6741  4.1394  15.6778  -0.001  -0.0003  -0.003
O  0.3332  3.8549  18.2818  -0.0059  -0.0036  0.0033
O  10.428  10.5149  19.2313  0.0156  0.0065  0.0022
O  9.6426  10.025  14.0322  -0.0024  -0.0017  -0.0055
O  10.8881  8.1299  22.1232  -0.0024  -0.0031  0.0042
O  1.1983  2.1615  16.5255  -0.0012  0.0012  -0.002
O  9.7263  3.7519  20.4224  -0.0091  0.0123  0.0032
O  8.1423  4.0347  16.706  0.0015  0.0007  0.0007
O  -0.0412  9.1042  11.9079  0.0058  -0.0008  0.0073
O  6.5779  2.412  18.0009  -0.002  -0.0005  -0.0061
O  5.5816  10.7145  11.1811  -0.0013  0.0076  -0.0007
O  7.7487  9.5976  18.8435  0  0.0012  -0.0085
O  10.0257  1.0222  12.0613  -0.0021  0.0006  0.0078
O  1.3048  6.9647  9.0716  -0.0002  0.0007  0.0007
O  0.6188  4.7701  13.3408  0.006  -0.0003  -0.0032
O  5.7013  7.6288  18.9825  0.0013  0.003  -0.0107
O  5.2329  5.0859  11.5188  -0.0004  -0.0049  0.0083
O  2.7143  6.9889  15.1179  0.0015  0.0013  -0.0035
O  0.9064  2.7426  11.4645  0.0015  0.0057  0.0063
O  0.8627  10.6831  15.5474  -0.0002  0.0007  -0.0017
O  2.4081  8.5903  10.9038  0.0092  -0.0139  -0.0239
O  4.6954  2.4293  11.2606  0.0071  -0.0192  -0.0052
O  4.2506  3.5041  13.6719  -0.0006  0.0068  -0.009
O  2.1909  4.6886  16.4931  -0.0008  -0.0005  -0.0026
O  10.6992  8.2482  15.7036  -0.0008  0.0002  0.0009
O  6.9302  10.2961  14.6759  0.0012  0.0017  0.0031
O  2.3439  8.9527  13.4194  -0.0048  0.0029  -0.0027
O  8.0376  1.5307  15.9093  0.0009  0.0001  -0.0015
O  4.1334  6.9961  12.8603  0.0067  -0.0044  0.0019
O  4.1707  2.0121  18.72  -0.0061  -0.0109  0.0023
O  7.2898  4.4209  21.2935  -0.0202  -0.01  0.0213
O  8.4108  2.9235  11.0912  -0.0095  0.0025  -0.0231
O  1.1871  6.8773  17.3651  -0.0002  -0.0002  -0.0071
O  5.6566  1.5786  14.7631  -0.0003  0.0019  0.0011
O  8.1296  9.7537  11.5918  -0.0178  0.0025  -0.0033
O  9.213  6.2874  21.2633  0.0122  0.0219  0.0195
O  8.9633  7.7155  12.8617  0.0014  0.005  0.0041
O  1.6506  0.1202  11.8775  0.0038  -0.0034  0.0077
O  6.6574  6.1525  17.0757  0.001  0.0001  -0.0016
O  7.3894  7.8029  15.038  0.0016  -0.0033  -0.0004
O  1.2129  10.281  21.2502  -0.0003  -0.0261  0.0327
O  10.0303  8.2038  18.361  -0.0009  0.0038  -0.0036
O  3.9667  0.877  21.0928  0.0074  0.0157  0.0399
O  0.327  5.3291  10.9158  -0.0061  0.0125  -0.0204
O  6.7032  1.5683  9.6368  0.007  0.0043  -0.0002
O  4.7747  8.7139  14.6845  -0.0031  -0.0011  0.0005

Results
free energy: -135250.563 eV
free energy less fixed offsets of B -154.04, O -568.88, Si -635.61 eV per atom: 3.197 eV

The program warned: the cutoff lies below the one the program advises for these potential files; the exchange-correlation potential is rough where the density is thin.
